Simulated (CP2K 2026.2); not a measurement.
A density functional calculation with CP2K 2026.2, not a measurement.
Periodic cell of 521 atoms, Si360O161, from a study of silicon, its oxide and their interface. The atomic structure is a simulated model.
Doubt: the forces sum to 2.14 eV/angstrom along one axis rather than to zero, so they err by at least 0.0041 eV/angstrom per atom on average; the grid cutoff is modest.

Settings: functional PBE; method Gaussian and plane waves; basis set DZVP-MOLOPT-SR-GTH; pseudopotentials GTH-PBE; grid cutoff 350 Ry, relative cutoff 50 Ry; k points Gamma only; occupations fixed; spin none; net charge 0.

Cell vectors (angstrom)
a 16.32 0 0
b 0 16.32 0
c 3.6183 -5.6403 34.2043

Atoms and the computed forces on them: element, x, y, z (angstrom), force x, y, z (eV/angstrom)
Si 18.88 11.119 29.818 -0.025 -0.004 -0.01
Si 4.569 -2.913 30.206 -0.035 0.04 0.107
Si 3.809 -0.649 32.132 -0.227 -0.161 0.562
Si 5.402 1.831 32.01 0.069 0.018 0.152
Si 19.606 3.958 31.741 0.121 0.035 0.121
Si 5.029 5.77 30.058 0.03 0.023 0.059
Si 8.362 3.948 28.3 0.123 0.044 -0.053
Si 12.541 -2.785 32.521 -0.408 -0.103 0.497
Si 4.953 5.054 0.16 -0.069 -0.186 0.637
Si 11.22 2.701 32.006 0.194 0.075 0.588
Si 13.895 7.014 30.355 -0.024 -0.023 0.141
Si 11.481 7.631 32.29 0.273 0.228 0.622
Si 14.367 -5.076 32.599 -0.236 -0.336 0.423
Si 16.938 -4.048 31.746 -0.012 0.19 0.063
Si 14.012 -0.221 32.031 0.199 0.287 0.512
Si 16.896 2.527 31.778 0.042 -0.31 0.72
Si 15.032 4.858 31.955 -0.259 0.022 0.656
Si 16.654 7.28 31.404 0.059 -0.016 -0.034
Si 16.323 15.959 0.071 0.155 0.385 0.673
Si 3.266 3.323 0.207 0.111 0.132 0.647
Si 15.808 4.848 0.128 -0.063 -0.076 0.027
Si 3.281 8.641 0.208 0.166 0.22 0.603
Si 0.283 11.252 0.071 -0.136 -0.219 0.8
Si 2.479 13.427 0.268 0.17 0.036 0.732
Si 6.085 0.533 0.068 0.068 0.108 0.634
Si 7.718 2.285 0.23 -0.056 0.03 -0.032
Si 9.328 0.278 31.338 -0.016 -0.033 0.113
Si 12.176 3.009 34.19 0.056 0.028 -0.04
Si 4.988 10.39 0.239 -0.036 -0.069 -0.064
Si 8.614 14.023 0.183 -0.01 -0.01 -0.055
Si 10.268 15.763 0.312 -0.032 -0.051 0.002
Si 14.09 3.158 0.133 0.167 0.139 0.568
Si 14.905 0.351 34.166 0.005 0.074 0.013
Si 16.722 1.971 34.108 -0.054 0.001 -0.037
Si 14.009 4.72 34.131 -0.031 -0.06 -0.056
Si 13.843 13.99 0.039 -0.168 -0.295 0.748
Si 15.112 1.363 1.277 -0.001 -0.054 -0.003
Si 1.362 4.095 1.381 0.014 -0.004 -0.019
Si 14.858 6.703 1.233 0.066 0.038 -0.06
Si 1.418 9.587 1.323 -0.019 -0.007 -0.087
Si 14.923 12.3 1.33 0.03 0.021 -0.072
Si 1.352 14.907 1.644 -0.034 0.002 -0.036
Si 4.211 1.437 1.295 -0.01 -0.046 -0.101
Si 6.733 4.073 1.381 0.012 0.034 -0.066
Si 4.125 6.835 1.461 -0.004 0.018 0.011
Si 6.842 9.509 1.394 -0.055 -0.005 0.049
Si 4.076 12.186 1.422 -0.008 0.042 -0.043
Si 6.88 15.048 1.41 -0.014 -0.011 -0.083
Si 9.392 1.264 1.527 -0.03 0.016 0.024
Si 12.248 4.166 1.237 -0.054 -0.028 -0.082
Si 9.566 6.922 1.286 -0.043 -0.034 -0.068
Si 12.14 9.386 1.225 0.052 0.017 -0.05
Si 9.572 12.174 1.295 0.037 0.047 -0.009
Si 12.2 14.964 1.4 0.016 0.029 -0.019
Si 13.61 0.075 2.656 0.048 -0.018 -0.013
Si 16.425 2.656 2.749 -0.027 0.007 -0.029
Si 13.569 5.428 2.742 0.013 0.017 -0.025
Si 16.291 8.136 2.542 0.033 0.021 -0.002
Si 13.552 10.814 2.559 0.001 0.041 0.001
Si 16.223 13.568 2.867 -0.01 -0.054 0.024
Si 2.821 0.061 2.702 0.001 0.025 0.009
Si 5.438 2.74 2.833 0.044 -0.004 -0.031
Si 2.645 5.529 2.758 0.045 -0.016 -0.031
Si 5.564 8.103 2.799 0 0.02 -0.034
Si 2.695 10.892 2.822 0.009 -0.013 0.002
Si 5.468 13.623 2.668 0.005 0.022 0.044
Si 8.128 -0.033 2.964 -0.027 0.004 -0.052
Si 10.886 2.742 2.599 0.035 -0.013 0.012
Si 8.194 5.473 2.597 -0.019 -0.01 0.002
Si 10.868 8.172 2.779 -0.003 -0.016 -0.05
Si 8.136 10.948 2.721 0.029 -0.004 -0.009
Si 10.962 13.47 2.732 -0.034 0.01 -0.034
Si 14.885 15.005 4.11 0.008 -0.007 -0.011
Si 1.435 1.34 4.121 0.004 -0.031 0.029
Si 14.987 4.053 4.041 0.005 -0.033 -0.011
Si 1.286 6.865 4.071 -0.014 0.014 0.017
Si 14.944 9.493 3.949 0.005 -0.025 0.018
Si 1.322 12.224 4.17 -0.035 0.013 -0.002
Si 4.115 14.969 4.063 -0.002 0.009 0.023
Si 6.767 1.376 4.215 -0.018 0.034 0.028
Si 4.028 4.123 4.1 -0.018 -0.021 0.008
Si 6.886 6.742 4.115 0 0.003 0.042
Si 4.117 9.495 4.089 0.006 0.045 -0.048
Si 6.8 12.287 4.089 -0.005 0.02 0.017
Si 9.58 14.864 4.113 -0.004 0.008 -0.031
Si 12.245 1.412 4.019 0.027 0.023 0.022
Si 9.528 4.092 3.988 0.016 -0.001 0.023
Si 12.229 6.792 4.105 -0.017 -0.022 0.005
Si 9.499 9.559 4.082 0.005 0.02 -0.015
Si 12.293 12.146 4.079 0.018 -0.026 0.018
Si 16.328 -0.005 5.437 0.001 0.002 0
Si 2.723 2.74 5.481 0.021 0.018 0.006
Si 16.3 5.446 5.418 0.01 0.014 0.018
Si 2.708 8.169 5.437 -0.002 -0.004 -0.013
Si 16.273 10.822 5.432 -0.024 -0.009 -0.012
Si 2.723 13.62 5.438 0.029 0.012 -0.009
Si 5.42 -0.017 5.507 -0.023 0.009 0.003
Si 8.192 2.757 5.444 0.017 0.04 -0.005
Si 5.449 5.435 5.449 0.023 -0.019 0
Si 8.186 8.163 5.453 -0.008 -0.023 0.011
Si 5.447 10.891 5.433 0.009 0 0.018
Si 8.181 13.582 5.481 -0.024 -0.005 0.012
Si 10.917 -0.004 5.401 0.024 0.017 -0.008
Si 13.61 2.724 5.415 -0.009 0.004 0.012
Si 10.864 5.422 5.424 -0.016 -0.036 -0.003
Si 13.616 8.165 5.401 0.016 0.031 0.011
Si 10.888 10.865 5.452 -0.009 -0.002 0.02
Si 13.581 13.582 5.446 0.013 0 0.009
Si 14.975 1.369 12.264 0.005 0.01 0.006
Si 1.339 4.055 12.25 -0.015 -0.012 -0.004
Si 14.934 6.782 12.248 0.003 0.003 -0.002
Si 1.335 9.524 12.216 -0.007 -0.001 0.006
Si 14.948 12.246 12.242 0.004 0.001 0.004
Si 1.369 -1.339 12.239 0.013 0 -0.008
Si 4.068 1.341 12.236 0.012 -0.011 -0.006
Si 6.812 4.067 12.224 0.013 0 0.006
Si 4.076 6.785 12.228 0.007 -0.002 0.006
Si 6.829 9.541 12.23 0.002 0.001 -0.002
Si 4.087 12.267 12.218 -0.01 0.023 -0.005
Si 6.79 -1.365 12.23 -0.011 -0.005 -0.001
Si 9.539 1.371 12.242 0 0.007 0.007
Si 12.254 4.101 12.25 -0.01 0.011 -0.008
Si 9.556 6.808 12.237 -0.003 -0.007 -0.01
Si 12.234 9.501 12.246 0.012 -0.008 -0.007
Si 9.521 12.234 12.239 -0.004 -0.014 -0.007
Si 12.258 -1.357 12.266 0.003 -0.003 0.013
Si 13.639 0.001 13.628 -0.004 -0.013 0.008
Si 16.314 2.72 13.67 0.016 0.001 -0.003
Si 13.593 5.441 13.664 -0.002 0.002 -0.006
Si 16.278 8.169 13.571 -0.002 -0.004 -0.016
Si 13.583 10.869 13.591 -0.006 -0.002 -0.009
Si 16.311 13.634 13.577 0.001 0.003 -0.015
Si 2.714 0.003 13.641 -0.015 0.01 0.003
Si 5.442 2.694 13.572 -0.018 -0.012 -0.015
Si 2.717 5.4 13.582 0.018 0.004 0
Si 5.449 8.175 13.541 -0.009 -0.003 -0.009
Si 2.705 10.907 13.533 0.006 0.004 -0.019
Si 5.432 13.614 13.616 -0.004 -0.008 0.003
Si 8.163 -0.008 13.566 -0.002 -0.011 -0.015
Si 10.898 2.748 13.597 0.005 -0.004 -0.014
Si 8.206 5.421 13.555 -0.006 0 -0.021
Si 10.903 8.147 13.651 -0.004 -0.01 -0.004
Si 8.185 10.883 13.633 -0.003 0.007 -0.002
Si 10.87 13.595 13.598 0.007 0.021 -0.001
Si 15.016 -1.341 15.014 0.033 0.019 0.007
Si 17.671 1.346 15.041 -0.027 0.002 -0.018
Si 14.945 4.083 15.045 0.01 -0.016 0.011
Si 17.669 6.809 14.866 -0.012 -0.005 -0.003
Si 14.907 9.497 14.966 0.015 -0.02 -0.001
Si 17.654 12.248 14.89 0.003 -0.013 -0.026
Si 4.077 -1.352 15.007 -0.004 -0.01 0.04
Si 6.821 1.351 14.923 0.03 -0.003 -0.031
Si 4.056 3.998 14.946 0.01 -0.014 -0.004
Si 6.821 6.784 14.839 0.003 0.014 -0.008
Si 4.087 9.57 14.858 0.003 0.011 -0.01
Si 6.81 12.263 14.969 -0.003 0.005 -0.015
Si 9.497 -1.362 14.942 -0.006 0.009 -0.018
Si 12.262 1.386 14.932 -0.004 0.032 0.003
Si 9.56 4.111 14.975 -0.012 0.009 0.007
Si 12.248 6.796 15.068 0.007 -0.002 -0.015
Si 9.554 9.519 15.01 -0.005 -0.001 0.015
Si 12.231 12.232 14.945 -0.002 -0.018 0.005
Si 16.358 -0.004 16.479 0.023 -0.005 -0.005
Si 2.734 2.659 16.417 -0.001 -0.022 0.011
Si 16.348 5.52 16.304 -0.022 -0.007 -0.024
Si 2.713 8.202 16.144 -0.002 0.003 -0.02
Si 16.293 10.889 16.229 -0.028 -0.019 -0.036
Si 2.661 13.563 16.296 0.003 0.037 0.013
Si 5.487 0.032 16.334 -0.033 0.001 0.001
Si 8.187 2.719 16.26 -0.027 -0.04 -0.041
Si 5.466 5.412 16.146 0.014 -0.015 -0.022
Si 8.146 8.088 16.257 0.04 0 -0.032
Si 5.425 10.887 16.272 0.007 0.017 -0.026
Si 8.139 -2.681 16.352 -0.038 -0.038 -0.013
Si 10.876 0.028 16.227 -0.023 -0.001 -0.035
Si 13.574 2.677 16.4 0.025 0.031 -0.032
Si 10.889 5.424 16.443 0.009 0.011 -0.017
Si 13.584 8.189 16.443 -0.025 -0.029 0
Si 10.918 10.909 16.388 0.003 -0.031 -0.011
Si 13.614 13.583 16.271 -0.011 -0.014 -0.006
Si 14.91 1.325 17.832 0.03 0.043 0.028
Si 17.691 4.145 17.651 -0.035 -0.025 -0.023
Si 15.043 6.871 17.76 0.003 -0.04 -0.016
Si 17.693 9.547 17.512 0.013 0.015 0.031
Si 14.951 12.205 17.628 -0.013 0.017 0.069
Si 17.751 -1.42 17.817 -0.015 0.07 0.009
Si 4.137 1.29 17.808 -0.054 -0.017 0.006
Si 6.793 4.085 17.538 0.027 0.046 0.062
Si 4.105 6.82 17.379 0.026 0.049 0.068
Si 6.758 9.449 17.55 0.035 0.03 0.005
Si 4.063 12.239 17.632 0.032 0.011 -0.037
Si 6.799 -1.324 17.755 0.002 -0.029 -0.016
Si 9.552 1.37 17.614 0.025 0.04 0.034
Si 12.228 4.012 17.824 0.051 0.011 0.033
Si 9.466 6.802 17.741 0.002 0.052 0.027
Si 12.256 9.58 17.86 -0.054 -0.029 0.02
Si 9.491 12.28 17.695 -0.01 -0.036 0.003
Si 12.238 -1.331 17.529 0.037 0.045 0.088
Si 13.481 -0.119 19.119 -0.016 0.014 0.023
Si 16.099 3.032 18.976 0.036 -0.2 -0.732
Si 13.883 5.23 19.002 -0.128 0.085 -0.734
Si 16.433 8.323 19.063 -0.066 0.01 0.111
Si 13.687 10.952 19.219 0.012 -0.033 0.133
Si 16.27 -2.796 19.052 0.069 -0.012 0.052
Si 3.343 -0.624 19.044 0.066 -0.044 0.033
Si 5.453 2.84 19.02 -0.04 -0.008 0.111
Si 2.787 5.596 18.837 -0.027 0.022 0.097
Si 5.414 8.05 18.86 -0.008 -0.033 0.007
Si 2.732 10.817 18.933 0.016 0 0.096
Si 5.069 -2.419 18.954 -0.198 0.266 -0.447
Si 8.193 0.095 19.041 -0.059 0.025 0.114
Si 10.873 2.567 19.184 -0.008 -0.01 0.053
Si 8.12 5.346 19.026 0.055 -0.017 0.065
Si 10.478 8.508 19.038 0.208 -0.103 -0.778
Si 6.43 8.719 26.962 0.002 -0.107 -0.004
Si 10.889 -2.615 18.926 -0.033 0.024 0.083
Si 17.396 11.835 20.239 -0.271 -0.13 -0.513
Si 17.274 1.914 21.712 -0.18 -0.019 0.025
Si 13.724 6.514 21.755 0.101 0.013 -0.14
Si 18.28 7.359 20.162 0.178 0.196 -0.657
Si 15.648 10.158 20.403 0.101 0.134 -0.759
Si 3.71 9.03 20.127 -0.006 -0.039 0.008
Si 6.392 12.052 21.152 -0.16 0.032 -0.208
Si 7.256 1.936 20.198 0.21 0.138 -0.739
Si 4.519 4.739 20.129 0.271 -0.021 -0.577
Si 3.687 5.343 25.789 -0.002 -0.141 0.016
Si 10.939 10.253 24.03 -0.019 0.019 -0.046
Si 4.775 9.543 22.137 -0.255 -0.075 -0.658
Si 9.892 -0.959 20.293 0.263 0.241 -0.589
Si 11.722 0.713 20.496 0.009 0.018 -0.019
Si 9.031 3.543 20.28 -0.112 -0.103 -0.701
Si 11.304 8.099 22.016 -0.066 0.12 -0.024
Si 8.214 10.685 18.871 -0.057 0.156 -0.703
Si 12.601 12.806 20.236 0.325 0.043 -0.634
Si 16.887 11.548 27.375 0.055 0.09 -0.018
Si 14.79 -1.914 22.646 -0.082 0.495 -0.417
Si 14.958 0.346 23.163 -0.499 -0.317 -0.239
Si 12.825 1.27 22.597 0.292 -0.42 -0.516
Si 14.427 -1.942 20.292 -0.028 0.004 -0.02
Si 15.343 2.619 27.81 0.037 -0.017 0.016
Si 2.999 -0.272 21.333 0.131 -0.212 -0.624
Si 10.674 8.276 26.087 0.033 -0.011 -0.059
Si 17.92 3.459 26.684 -0.061 0.028 0.104
Si 2.7 10.096 24.381 -0.008 -0.06 -0.151
Si 7.02 -3.673 31.734 -0.032 0.111 0.091
Si 6.02 9.948 32.385 -0.177 -0.077 0.183
Si 15.967 0.089 26.131 0.028 0.086 -0.044
Si 9.865 -3.576 27.255 -0.019 0.009 0.05
Si 13.261 4.339 26.373 -0.042 -0.007 0.047
Si 6.422 2.253 23.241 0.162 -0.013 -0.226
Si 18.826 0.647 27.009 -0.094 -0.163 0.042
Si 5.521 -0.475 23.284 -0.04 0.081 -0.02
Si 17.992 0.283 30.038 -0.091 0.033 0.042
Si 4.632 -1.419 26.035 -0.029 0.053 -0.063
Si 14.723 9.852 26.143 0.054 0.049 0.045
Si 2.7 -3.572 25.349 -0.039 0.051 0.031
Si 3.415 8.296 26.659 0.023 0.016 0.075
Si 6.287 -1.221 28.398 0.04 -0.095 0.079
Si 4.493 4.696 23.1 0.031 0.138 -0.215
Si 13.295 7.264 27.229 -0.032 0.051 0.054
Si 16.157 9.6 23.492 0.045 0.042 -0.243
Si 17.779 -2.706 22.647 0.087 -0.16 -0.176
Si 14.825 -2.375 27.504 0.066 0.041 -0.016
Si 8.732 10.335 26.056 0.068 -0.015 -0.05
Si 12.373 -4.831 30.419 0.043 0.044 0.169
Si 9.386 6.53 23.891 -0.087 0.06 -0.131
Si 8.019 -2.125 22.589 0.086 0.064 -0.194
Si 13.136 2.045 29.916 -0.028 0.006 -0.017
Si 19.258 8.069 29.681 -0.067 -0.031 0.053
Si 7.909 5.936 30.715 0.286 -0.101 0.486
Si 7.349 8.974 29.979 -0.008 -0.074 0.141
Si 8.91 -2.334 29.833 -0.043 0.111 0.109
Si 16.64 6.778 22.658 0.018 -0.009 -0.203
Si 10.796 1.224 24.834 -0.042 0.029 0.025
Si 15.851 -1.815 30.171 -0.018 -0.008 -0.033
Si 13.509 3.973 23.472 0.036 0.048 -0.074
Si 9.129 3.547 23.48 -0.136 -0.028 -0.303
Si 11.218 2.635 27.652 0.008 -0.031 0.026
Si 6.966 1.536 29.561 0.157 -0.139 0.182
Si 12.766 -4.358 27.375 -0.019 0.083 0.147
Si 9.856 10.011 31.303 0.048 0.055 0.22
Si 9.481 5.23 32.341 -0.68 0.111 0.186
Si 16.593 3.929 23.855 -0.001 -0.001 -0.121
Si 6.352 6.337 20.198 -0.015 0.019 0.008
Si 6.317 5.622 27.098 -0.002 0.015 0.043
Si 9.892 -1.708 24.829 0.113 -0.008 -0.077
Si 6.532 6.979 22.467 -0.003 -0.25 -0.754
Si 12.143 -3.332 23.311 0.001 -0.058 -0.233
Si 14.965 1.365 6.787 0.018 0.008 -0.005
Si 1.344 4.102 6.802 -0.004 -0.005 0.002
Si 14.953 6.803 6.784 -0.005 -0.007 0.006
Si 1.346 9.51 6.808 0.003 0.001 0
Si 14.952 12.225 6.796 0 -0.005 0.008
Si 1.358 14.962 6.806 -0.013 -0.004 0.004
Si 4.069 1.368 6.836 -0.003 -0.015 0.013
Si 6.812 4.087 6.815 -0.021 -0.015 0.017
Si 4.077 6.802 6.797 -0.009 -0.003 -0.004
Si 6.801 9.52 6.795 0.012 0.007 0
Si 4.081 12.245 6.793 0.008 0.007 -0.004
Si 6.818 14.954 6.826 0.025 0.012 0.003
Si 9.55 1.36 6.775 -0.005 -0.001 0.012
Si 12.242 4.073 6.78 0.006 0.012 0.011
Si 9.534 6.794 6.803 0.012 0.021 0.001
Si 12.258 9.507 6.788 -0.024 -0.003 0.01
Si 9.536 12.222 6.824 0 0.003 0.011
Si 12.239 14.959 6.805 -0.004 -0.019 0.01
Si 13.615 -0.002 8.156 0.02 -0.013 -0.003
Si 16.309 2.732 8.154 -0.012 0.007 0.003
Si 13.596 5.44 8.142 -0.015 0.013 0.006
Si 16.315 8.144 8.166 0.008 -0.011 -0.008
Si 13.59 10.878 8.163 -0.01 0.007 -0.01
Si 16.319 13.591 8.154 0.028 -0.015 0.001
Si 2.702 0.008 8.171 -0.008 0.018 -0.001
Si 5.454 2.718 8.174 0.017 -0.02 0.001
Si 2.719 5.441 8.165 0.004 -0.009 -0.003
Si 5.435 8.168 8.16 -0.003 0.016 -0.004
Si 2.713 10.887 8.155 -0.019 0.013 0.006
Si 5.445 13.592 8.161 -0.002 0.002 0
Si 8.184 0.009 8.158 -0.015 0 0.006
Si 10.901 2.712 8.155 0.015 -0.01 -0.002
Si 8.166 5.452 8.17 -0.007 0.016 -0.01
Si 10.901 8.15 8.152 0.016 -0.019 0.005
Si 8.167 10.863 8.164 0.014 -0.013 0.003
Si 10.877 13.607 8.174 -0.029 0.011 0.004
Si 14.967 -1.361 9.523 -0.004 -0.002 0.007
Si 1.345 1.371 9.517 0.004 -0.014 -0.002
Si 14.95 4.082 9.516 0.009 0.001 -0.011
Si 1.35 6.787 9.53 0.003 0.008 0.003
Si 14.952 9.515 9.518 0.006 0.006 0.005
Si 1.359 12.247 9.519 -0.003 0.009 0.013
Si 4.079 -1.357 9.504 -0.002 0.003 -0.006
Si 6.812 1.353 9.522 0.003 0.012 0.009
Si 4.08 4.075 9.525 0.001 0 -0.001
Si 6.806 6.813 9.525 0 -0.011 0.001
Si 4.074 9.525 9.524 0.002 -0.013 0.002
Si 6.808 12.235 9.514 -0.001 -0.001 -0.011
Si 9.528 -1.352 9.538 0.011 -0.003 0.006
Si 12.26 1.36 9.527 -0.012 0 0.003
Si 9.535 4.079 9.513 -0.015 -0.005 0.001
Si 12.25 6.795 9.51 -0.001 0.005 -0.011
Si 9.536 9.509 9.511 -0.008 -0.002 -0.011
Si 12.235 12.239 9.527 0.015 0.001 0.003
Si 16.321 0.014 10.885 0.008 0.006 0.007
Si 2.71 2.712 10.883 -0.002 0.005 0.004
Si 16.305 5.426 10.891 -0.002 -0.009 0.002
Si 2.708 8.153 10.877 -0.013 -0.007 0.004
Si 16.305 10.891 10.868 0.015 -0.001 -0.001
Si 2.72 13.619 10.869 0.014 0.003 -0.005
Si 5.435 -0.007 10.869 -0.008 -0.017 -0.004
Si 8.176 2.714 10.87 -0.014 -0.011 0
Si 5.449 5.438 10.874 0 0.008 -0.005
Si 8.182 8.164 10.882 0.009 0.011 0.001
Si 5.449 10.89 10.876 0.006 0.01 0.005
Si 8.158 13.595 10.88 -0.013 0.002 0.005
Si 10.904 0.005 10.895 0.001 0.005 0.006
Si 13.611 2.726 10.898 0.008 0.004 0.002
Si 10.899 5.443 10.872 0.017 0.013 -0.003
Si 13.594 8.149 10.88 -0.008 -0.018 -0.004
Si 10.879 10.869 10.884 -0.017 -0.006 -0.004
Si 13.595 13.603 10.882 -0.002 -0.008 0.002
O 4.55 10.423 32.906 -0.076 0.225 -0.357
O 18.692 9.357 33.877 0.111 0.222 -0.495
O 8.441 -3.298 31.056 0.482 -0.299 0.096
O 6.602 -2.544 32.805 -0.035 0.364 -0.197
O 19.172 0.181 31.124 0.181 0.392 -0.021
O 13.565 0.779 30.831 -0.217 -0.071 -0.071
O 5.003 6.745 33.827 0.159 -0.009 -0.374
O 6.671 8.758 33.284 0.436 0.099 -0.313
O 9.867 -2.247 26.346 -0.203 0.521 0.215
O 9.657 10.843 32.672 0 0.28 -0.322
O 7.612 -1.926 28.962 -0.033 -0.062 -0.096
O 18.512 -2.727 24.074 0.204 0.475 0.128
O 10.246 8.505 31.725 -0.505 -0.073 -0.123
O 16.152 -3.363 30.51 -0.238 -0.148 -0.219
O 15.967 -5.154 32.405 0.342 -0.669 0.235
O 17.367 -2.89 32.779 0.095 0.231 -0.304
O 15.48 3.33 31.616 -0.234 -0.279 -0.014
O 16.801 8.054 32.799 -0.188 0.111 -0.103
O 5.215 4.918 26.143 0.273 -0.348 -0.063
O 16.913 2.487 20.26 0.474 0.073 0.054
O 14.988 4.118 19.516 -0.081 -0.161 0.169
O 13.38 5.46 22.909 -0.104 0.325 0.451
O 10.907 7.902 20.472 0.186 -0.241 0.101
O 6.801 -1.083 22.528 0.003 0.243 -0.438
O 2.382 1.193 21.614 0.227 0.324 0.353
O 15.788 -3.645 27.698 -0.272 0.013 0.322
O 5.511 -3.118 20.397 -0.212 0.141 0.423
O 6.837 1.735 21.766 -0.166 -0.178 0.313
O 9.339 9.63 19.424 0.24 0.077 0.191
O 5.535 5.935 23.231 -0.125 0.094 0.692
O 7.28 11.228 20.084 0.127 -0.158 0.245
O 16.117 0.876 22.135 -0.152 -0.494 -0.018
O 8.474 5.007 29.508 0.361 -0.149 -0.125
O 11.032 10.614 30.392 -0.089 0.048 -0.569
O 15.044 3.525 23.656 0.025 -0.437 0.064
O 5.97 8.505 22.534 0.174 0.273 0.337
O 15.321 6.744 21.706 0.004 0.05 -0.274
O 10.145 2.414 23.973 0.217 0.066 -0.221
O 15.543 9.891 22.025 -0.367 -0.064 0.35
O 3.203 9.644 29.966 0.338 0.084 0.164
O 18.265 -1.377 21.874 -0.174 -0.065 0.035
O 15.01 9.956 24.559 -0.47 0.444 -0.308
O 6.945 9.105 28.439 -0.15 0.168 0.018
O 7.666 3.02 23.905 -0.152 0.156 0.681
O 4.848 9.028 26.864 0.033 0.309 -0.061
O 8.803 -0.208 32.784 0.06 -0.135 -0.36
O 9.694 9.297 26.877 0.092 -0.05 0.557
O 18.057 12.337 21.679 0.338 -0.283 0.243
O 6.032 -1.545 26.838 0.531 -0.083 -0.198
O 11.564 9.126 25.019 0.699 -0.013 0.116
O 16.909 1.325 30.666 -0.249 -0.118 -0.142
O 9.248 -1.602 21.667 0.188 -0.228 0.119
O 5.626 5.646 28.565 0.1 0.147 -0.049
O 9.86 -3.147 28.814 0.169 0.025 0.212
O 3.598 -3.998 29.522 0.149 -0.059 -0.613
O 7.339 2.764 28.624 -0.188 -0.085 -0.131
O 16.532 8.04 23.64 0.044 -0.211 0.525
O 14.566 3.47 26.695 0.123 0.12 -0.472
O 15.293 7.782 30.67 0.16 0.474 -0.031
O 5.94 0.917 24.003 -0.018 -0.056 0.772
O 11.894 12.728 21.73 -0.272 0.084 -0.016
O 6.455 0.357 28.605 -0.275 0.256 -0.284
O 8.563 -2.248 24.097 -0.193 -0.49 0.467
O 9.863 -0.092 24.879 -0.513 -0.128 0.18
O 17.056 3.556 25.333 -0.373 -0.072 -0.145
O 11.866 11.567 24.029 0.441 0.05 0.334
O 11.709 7.567 27.082 -0.291 -0.041 0.543
O 13.586 7.113 28.796 -0.009 0.08 0.041
O 19.534 5.079 32.899 -0.243 0.287 -0.056
O 17.939 7.521 30.456 -0.076 -0.076 -0.264
O 12.423 3.072 30.961 0.404 0.334 -0.146
O 3.858 -0.097 26.561 0.163 0.281 0.136
O 15.48 1.088 27.304 -0.317 -0.072 0.194
O 12.026 -3.397 31.1 -0.244 0.242 -0.288
O 8.649 11.746 26.852 -0.676 -0.025 0.134
O 18.618 0.68 28.612 0.156 0.239 0.14
O 6.322 5.638 31.05 -0.033 -0.091 0.408
O 8.539 9.992 30.379 0.022 0.369 -0.406
O 11.218 -4.406 26.968 -0.077 -0.407 -0.393
O 11.178 -2.231 23.992 0.216 0.205 -0.026
O 12.678 7.645 31.203 -0.001 0.275 -0.131
O 4.969 -1.416 24.462 -0.137 -0.17 -0.19
O 14.008 -3.48 32.789 0.382 0.441 0.17
O 9.432 10.565 24.59 -0.481 0.223 -0.283
O 14.457 2.621 29.163 0.324 0.085 0.219
O 3.83 4.663 21.63 -0.705 0.198 0.21
O 18.909 2.19 26.562 0.414 0.103 -0.139
O 13.347 -2.873 27.095 -0.506 0.535 -0.142
O 18.126 3.488 31.355 -0.166 0.35 -0.092
O 9.435 4.95 24.197 0.369 -0.225 0.574
O 16.197 -2.678 22.934 -0.212 -0.212 0.03
O 9.993 3.756 31.813 -0.189 0.043 -0.328
O 12.913 7.87 22.095 0.295 0.389 0.12
O 15.491 0.641 24.692 0.025 0.318 0.133
O 17.932 6.888 21.702 0.307 -0.355 0.542
O 6.613 2.414 32.9 0.397 -0.254 -0.231
O 13.242 5.936 20.326 -0.514 -0.005 0.141
O 7.007 -5.094 32.499 0.43 -0.141 0.189
O 13.636 5.895 26.456 0.319 0.124 -0.355
O 16.095 10.222 26.913 0.371 -0.424 0.293
O 16.416 5.73 31.837 0.487 -0.286 -0.004
O 14.058 5.46 30.8 -0.47 -0.3 -0.524
O 18.89 4.747 26.805 0.022 0.378 0.434
O 15.23 -1.112 31.464 0.294 -0.031 0.396
O 12.73 -1.183 32.361 -0.455 0.336 0.112
O 3.469 11.464 24.759 0.646 0.045 0.008
O 4.386 -0.32 22.153 0.208 -0.211 -0.159
O 17.545 10.399 23.761 0.115 0.366 0.069
O 3.972 -2.15 31.511 -0.164 -0.311 0.291
O 5.891 -3.741 30.596 -0.022 -0.529 -0.222
O 9.675 -1.043 30.449 0.566 0.153 -0.295
O 17.791 -4.123 26.22 -0.086 -0.026 -0.093
O 17.578 -0.056 26.242 0.035 -0.595 -0.153
O 17.781 11.127 28.641 -0.052 -0.246 0.002
O 17.443 3.106 22.771 0.549 0.324 -0.071
O 14.243 8.385 26.584 0.204 -0.286 -0.02
O 12.824 2.912 22.471 -0.129 0.338 -0.147
O 19.044 7.947 28.077 -0.522 -0.12 -0.262
O 13.66 -2.789 23.453 0.201 0.016 0.38
O 10.906 9.579 22.55 -0.29 0.362 -0.256
O 5.189 0.236 32.249 0.513 -0.389 -0.02
O 4.01 4.572 30.435 -0.36 -0.056 -0.361
O 7.906 7.485 30.249 0.097 0.209 0.057
O 9.253 3.819 21.889 0.311 0.07 0.223
O 4.067 2.673 32.353 -0.158 -0.233 0.175
O 5.201 3.272 23.251 -0.409 -0.132 0.212
O 11.113 1.705 26.338 0.155 -0.479 0.118
O 7.452 -3.562 22.137 0.114 -0.385 0.562
O 7.958 6.946 23.245 0.221 0.357 0.308
O 12.951 -4.685 28.939 0.192 -0.133 -0.037
O 3.616 6.938 25.838 -0.071 0.234 -0.481
O 16.847 3.268 27.908 0.145 0.224 0.451
O 6.053 9.388 30.87 -0.317 -0.258 -0.31
O 12.755 3.948 24.893 -0.592 0.122 -0.102
O 7.696 4.768 27.065 0.277 0.089 -0.52
O 9.768 3.212 28.041 -0.074 -0.301 0.175
O 4.963 -1.746 29.168 -0.519 0.226 -0.285
O 14.808 -1.652 28.95 -0.489 0.486 0.275
O 9.695 7.256 25.3 -0.21 -0.198 0.319
O 3.667 9.386 23.311 -0.137 -0.212 0.313
O 10.549 6.947 22.851 0.341 -0.391 -0.239
O 4.215 7.176 30.148 0.14 0.29 0.371
O 16.755 5.501 23.608 0.312 0.143 0.32
O 3.668 -2.692 26.28 -0.046 -0.277 0.343
O 5.74 2.051 30.463 -0.214 0.178 -0.502
O 12.088 3.975 27.402 -0.214 0.523 0.289
O 3.392 4.843 24.275 -0.316 -0.209 0.035
O 18.809 9.238 25.737 -0.655 0.133 0.232
O 5.432 11.036 21.977 -0.03 0.229 0.299
O 17.267 -1.136 29.803 0.257 -0.347 -0.241
O 8.182 1.078 30.524 -0.188 0.299 0.088
O 10.612 1.238 31.588 0.282 -0.198 -0.139
O 7.263 9.659 25.929 -0.425 0.218 -0.641
O 11.983 1.751 28.787 -0.232 -0.509 0.059
O 15.328 -1.37 26.358 -0.029 -0.184 -0.552
O 6.66 7.143 26.651 0.146 0.077 -0.085
O 12.128 0.811 24.014 0.463 -0.491 0.396
O 18.223 -4.858 31.246 0.296 -0.303 0.359
O 13.516 10.746 31.305 -0.042 -0.706 -0.388
O 13.559 10.892 26.5 -0.196 0.033 -0.217
O 10.85 6.137 32.467 0.066 -0.353 0.333

Results
total energy: -109107.705 eV
total energy less fixed offsets of O -438.35, Si -107.03 eV per atom: -2.555 eV
